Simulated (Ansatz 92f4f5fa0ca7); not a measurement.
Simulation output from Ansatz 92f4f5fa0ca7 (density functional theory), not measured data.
Periodic cell of 220 atoms, Si132O88, from a study of silicon, its oxide and their interface. The atomic structure is a simulated model.
Doubt: the cutoff is far below the 930 eV that the study's wrapper takes by default for these files, so forces and energies are approximate.
This geometry differs little from another in the collection (a relaxation step or a small displacement).

Settings: functional PBE; potential files Ansatz PAW; basis plane waves; wave-function cutoff 580 eV; density cutoff ratio 5; exchange-correlation grid ratio 1; k mesh 1 x 1 x 1, Gamma-centred; self-consistency stop 5e-08 eV per atom in the density residual; occupations fixed; spin none; net charge 0.

Cell vectors (angstrom)
a  10.938  0  0
b  0  10.938  0
c  0  0  31.938

Atoms: element, x, y, z (angstrom)
Si  -0.0914  0.2475  24.5945
Si  5.8579  -0.2903  24.2451
Si  2.5287  2.9577  24.7089
Si  8.5623  2.4449  24.4431
Si  0.381  5.2432  24.5222
Si  5.1964  5.9488  24.2833
Si  2.8038  8.0666  24.4636
Si  8.1388  8.4378  24.5649
Si  1.3717  1.4151  25.9837
Si  6.8665  1.3542  25.6775
Si  4.2128  4.2162  25.7122
Si  9.5986  4.1324  25.7338
Si  1.4147  6.8364  25.8888
Si  6.836  6.8791  25.7406
Si  4.1245  9.6511  25.6287
Si  9.6525  9.6102  25.8765
Si  2.7836  -0.018  27.1532
Si  8.1971  0.0184  27.1631
Si  -0.0519  2.7847  27.216
Si  5.4946  2.7392  27.0817
Si  2.7969  5.4529  27.1843
Si  8.1848  5.4711  27.107
Si  0.013  8.1855  27.1953
Si  5.4407  8.2428  27.1106
Si  4.1018  1.3673  28.5197
Si  9.5708  1.3673  28.5197
Si  1.3673  4.1018  28.5197
Si  6.8362  4.1018  28.5197
Si  4.1018  6.8362  28.5197
Si  9.5708  6.8362  28.5197
Si  1.3673  9.5708  28.5197
Si  6.8362  9.5708  28.5197
Si  0  0  29.887
Si  5.469  0  29.887
Si  2.7345  2.7345  29.887
Si  8.2035  2.7345  29.887
Si  0  5.469  29.887
Si  5.469  5.469  29.887
Si  2.7345  8.2035  29.887
Si  8.2035  8.2035  29.887
Si  1.3673  1.3673  31.2542
Si  6.8362  1.3673  31.2542
Si  4.1018  4.1018  31.2542
Si  9.5708  4.1018  31.2542
Si  1.3673  6.8362  31.2542
Si  6.8362  6.8362  31.2542
Si  4.1018  9.5708  31.2542
Si  9.5708  9.5708  31.2542
Si  2.7345  0  0.6835
Si  8.2035  0  0.6835
Si  0  2.7345  0.6835
Si  5.469  2.7345  0.6835
Si  2.7345  5.469  0.6835
Si  8.2035  5.469  0.6835
Si  0  8.2035  0.6835
Si  5.469  8.2035  0.6835
Si  4.1018  1.3673  2.0507
Si  9.5708  1.3673  2.0507
Si  1.3673  4.1018  2.0507
Si  6.8362  4.1018  2.0507
Si  4.1018  6.8362  2.0507
Si  9.5708  6.8362  2.0507
Si  1.3673  9.5708  2.0507
Si  6.8362  9.5708  2.0507
Si  0  0  3.418
Si  5.469  0  3.418
Si  2.7345  2.7345  3.418
Si  8.2035  2.7345  3.418
Si  0  5.469  3.418
Si  5.469  5.469  3.418
Si  2.7345  8.2035  3.418
Si  8.2035  8.2035  3.418
Si  1.417  1.29  4.7568
Si  6.9412  1.2658  4.7789
Si  4.0678  4.1536  4.7595
Si  9.4813  4.1273  4.7535
Si  1.3416  6.8997  4.8151
Si  6.7875  6.8435  4.7483
Si  4.0709  9.5328  4.8923
Si  9.5423  9.6  4.8207
Si  2.5575  -0.2  6.2753
Si  8.1639  -0.103  6.352
Si  -0.1948  2.5769  5.9297
Si  5.4983  2.6559  5.927
Si  2.595  5.4482  6.1924
Si  8.0547  5.455  6.1208
Si  -0.059  8.2256  6.1944
Si  5.4173  7.9953  6.2844
Si  3.8456  1.6012  7.1801
Si  9.7976  1.1806  7.5706
Si  1.3733  3.6701  7.174
Si  6.5544  4.126  7.4009
Si  4.1744  6.3495  7.6936
Si  9.3146  6.9482  7.3696
Si  0.795  9.6268  7.9104
Si  7.045  9.1002  7.6141
O  1.4366  4.0453  24.0693
O  5.5227  11.0284  22.6703
O  2.7334  2.7887  6.9942
O  8.2002  7.9842  8.0453
O  5.1306  4.7762  8.3435
O  0.0999  0.1955  8.0083
O  3.937  6.9667  24.0204
O  9.6876  1.2985  24.117
O  2.2777  9.3084  8.6242
O  0.9587  3.4393  8.7623
O  9.3952  2.0167  8.9482
O  6.4009  9.6133  9.0387
O  4.3683  2.0193  8.7428
O  3.6598  7.0653  9.0802
O  7.2926  3.5243  8.7336
O  10.108  6.0742  8.5387
O  3.1555  2.0123  23.4845
O  4.58  1.9232  21.1125
O  8.1098  2.8572  22.914
O  10.9084  6.0295  23.1255
O  7.0087  9.4942  24.0092
O  2.0176  8.4945  23.068
O  5.7592  5.8166  22.7208
O  0.6033  10.699  23.1955
Si  2.9788  8.4039  9.7996
Si  -1.0995  3.4729  19.2126
Si  3.1067  10.5109  19.8087
Si  1.8904  2.4554  19.5664
Si  6.6835  2.3118  14.4134
Si  9.8627  -1.5183  13.3507
Si  2.2357  19.0413  15.4906
Si  9.4301  3.7033  14.0621
Si  5.7486  9.6953  10.5298
Si  -4.0285  10.968  16.6223
Si  1.6065  3.9275  10.1666
Si  2.775  12.2198  15.0463
Si  11.3734  10.5105  15.5718
Si  0.2017  -2.5629  10.7825
Si  4.5223  3.4645  9.4784
Si  -3.1128  12.0796  19.1575
Si  1.9463  -5.6577  14.9048
Si  4.3899  3.6993  16.0556
Si  3.8577  4.9229  18.7642
Si  5.341  4.8075  21.4989
Si  13.1822  7.6698  18.495
Si  8.4641  3.0553  9.7816
Si  -2.7398  4.035  21.8001
Si  10.6176  -2.9441  20.0564
Si  9.0158  6.6824  14.3454
Si  3.4141  2.6191  22.0022
Si  1.2981  9.66  22.1759
Si  4.7203  9.7306  15.098
Si  -1.5372  -1.0508  17.9282
Si  5.5147  11.5311  21.1217
Si  9.5239  6.5861  22.4651
Si  10.2229  5.6906  10.1206
Si  -3.9309  8.6626  13.1062
Si  1.2174  3.011  12.9802
Si  -0.7542  4.9717  16.507
Si  6.233  1.8401  11.4476
O  -5.3929  10.1188  16.442
O  4.7554  4.3056  17.5306
O  3.1857  4.2565  9.9172
O  5.3478  3.0975  10.8222
O  1.4024  0.8543  15.821
O  2.7172  14.6975  18.9956
O  -0.3783  2.8084  13.2881
O  0.0144  8.9768  9.2917
O  2.4325  10.418  21.2941
O  0.8074  5.2777  10.5432
O  10.0243  -3.0056  14.0498
O  3.5366  2.2996  16.0707
O  1.3927  -1.5814  14.9422
O  -2.5201  5.4172  22.6245
O  -1.2145  8.5404  18.7948
O  1.6791  7.8247  16.9854
O  8.1385  -1.0505  16.862
O  11.0983  9.1319  21.1277
O  2.0044  2.569  21.1952
O  1.8201  7.9989  10.9056
O  4.7968  5.2876  20.0455
O  -1.216  6.9251  20.886
O  -1.6596  6.2585  15.9442
O  -2.6609  9.6862  13.0766
O  -0.2225  -0.7151  17.0297
O  6.4914  8.6232  11.5454
O  4.1707  9.2621  10.5014
O  1.9942  6.8468  14.5039
O  13.2024  12.902  13.6541
O  5.762  9.3014  13.9327
O  1.0147  7.2548  19.4785
O  5.8524  11.2694  10.9635
O  -1.2514  3.6484  15.6811
O  10.0877  7.0929  10.9753
O  3.4447  4.8224  15.3461
O  1.4524  2.8525  11.3729
O  7.5287  7.2429  13.8203
O  8.9735  7.8945  23.2508
O  0.3079  2.6252  19.1742
O  -3.9195  11.8906  20.5713
O  3.7842  10.9973  14.6512
O  5.7742  3.3914  15.2454
O  -1.4818  3.9447  20.7411
O  -4.2117  4.0285  21.0928
O  4.7358  -0.4061  20.0731
O  3.2572  6.4011  18.4196
O  4.0349  4.1069  22.2027
O  6.7398  0.9288  17.9638
O  2.8361  9.1424  18.9433
O  -0.1907  9.4322  11.9787
O  5.9277  1.8278  13.0505
O  -0.9719  4.7016  18.1109
O  -1.8954  10.9918  19.0753
O  11.7868  5.0984  16.1233
O  7.1075  1.0271  15.3372
O  -7.1176  8.4446  15.4911
O  -2.952  3.0539  13.8211
O  13.4343  11.9038  19.1152
O  8.535  2.5674  18.8403
O  1.5582  4.5045  13.5328
O  9.2199  4.4  10.3791
O  7.7685  2.2286  11.0096
O  10.2673  -0.2961  14.3751
O  9.3895  5.2805  13.5525

Results
free energy: -133959.179 eV
free energy less fixed offsets of O -568.88, Si -635.61 eV per atom: 2.781 eV

Forces (eV/angstrom), in the order of the atoms: element, x, y, z
Si  0.0078  0.0026  -0.0006
Si  -0.0037  -0.0013  0.0026
Si  0.0051  -0.011  0.0065
Si  0.0005  0.0026  -0.0171
Si  -0.0086  0.0006  -0.013
Si  0.0134  -0.0085  0.0296
Si  0.0018  0.0005  0.0061
Si  0.0128  -0.0008  0.0087
Si  0.0036  -0.0026  -0.0181
Si  -0.0053  0.0084  -0.0007
Si  -0.001  0.0045  -0.0195
Si  0.0008  0.0024  -0.0118
Si  -0.0045  0.0011  -0.0038
Si  -0.0081  -0.004  -0.018
Si  0.0019  0.0002  -0.0028
Si  -0.0033  -0.0009  -0.0074
Si  -0.0007  -0.0074  0.0054
Si  0.0025  -0.0036  0.0008
Si  0  -0.0038  0.0064
Si  -0.0018  -0.0114  0
Si  0.0047  0.0033  0.0058
Si  0.0034  0.0039  0.0066
Si  -0.0012  -0.0007  0.005
Si  -0.0058  0.0016  -0.0106
Si  0.2585  0.1652  -0.2165
Si  -0.3146  0.1358  0.3522
Si  0.1397  0.1068  0.2432
Si  0.0924  -0.1709  -0.2895
Si  0.1839  0.2838  0.1373
Si  -0.2468  -0.1721  -0.0306
Si  0.3214  -0.0912  0.0669
Si  -0.1501  0.024  -0.0859
Si  0.0348  0.0501  -0.0478
Si  0.0797  0.0633  0.0011
Si  -0.0394  0.0058  -0.046
Si  0.0163  -0.0466  0.0381
Si  0.0727  0.0373  0.0082
Si  0.0502  0.0922  -0.0337
Si  -0.0112  0.0239  0.0319
Si  -0.027  -0.0414  -0.0315
Si  0.0549  0.0382  -0.0087
Si  -0.0092  0.0248  -0.0097
Si  -0.0684  -0.0622  -0.0171
Si  0.0103  -0.0299  -0.0289
Si  -0.0468  0.0126  -0.0268
Si  -0.0013  -0.0189  0.0076
Si  -0.007  -0.0025  -0.031
Si  0.0067  -0.0118  -0.0174
Si  -0.0305  -0.04  0.0401
Si  -0.0193  0.0422  0.0201
Si  -0.0429  -0.0182  0.0126
Si  0.0553  -0.0334  0.0004
Si  -0.0549  0.075  0.0179
Si  0.0389  -0.0091  0.0432
Si  0.0842  -0.0247  -0.013
Si  -0.0303  0.0247  0.0097
Si  -0.0617  0.1173  0.0806
Si  0.0937  0.0543  -0.0144
Si  0.0805  -0.1365  0.012
Si  -0.1709  -0.1665  0.0199
Si  -0.0094  -0.0464  -0.0143
Si  0.0067  0.0352  0.0242
Si  -0.1343  -0.0507  0.0357
Si  -0.0487  -0.0514  -0.0325
Si  -0.0367  -0.1241  -0.1016
Si  0.092  -0.5857  0.4894
Si  -0.1425  0.0561  -0.0811
Si  -0.0398  -0.2589  -0.3917
Si  -0.0575  0.2153  0.3109
Si  -0.2384  0.1166  -0.423
Si  0.1958  0.1253  0.1861
Si  -0.0152  0.2653  0.1324
Si  0.0756  -0.017  -0.0291
Si  0.0109  0.0139  -0.0135
Si  0.017  -0.0102  -0.0236
Si  0.0178  -0.0079  -0.0157
Si  -0.0269  0.0527  0.0245
Si  0.0151  0.0287  -0.0298
Si  -0.005  0.0495  -0.0227
Si  0.0353  -0.0649  -0.0174
Si  -0.0455  -0.0038  -0.1468
Si  -0.0422  0.0339  -0.0245
Si  -0.0139  -0.0014  -0.004
Si  -0.0387  -0.0106  0.0532
Si  -0.0086  -0.0607  0.017
Si  -0.0254  -0.0234  -0.0238
Si  -0.0622  0.0575  -0.0928
Si  0.0167  0.0002  0.0232
Si  0.0254  -0.007  -0.1073
Si  0.0888  -0.08  0.0473
Si  0.0067  0.0184  -0.0083
Si  0.0454  -0.0194  -0.0869
Si  -0.0092  0.1506  -0.0115
Si  0.0839  -0.0755  0.2366
Si  0.4498  -0.2918  0.7199
Si  -0.0307  -0.032  0.0894
O  -0.0039  0.0026  0.0162
O  0.0001  0.0007  -0.0125
O  -0.0134  0.0074  0.035
O  -0.0214  0.0503  -0.0582
O  0.0273  -0.0802  0.0355
O  -0.1703  0.2295  -0.0967
O  0.0103  0.0005  -0.0122
O  0.0008  0.0077  0.0087
O  1.3336  -0.1313  0.0257
O  -0.0016  -0.0013  -0.0268
O  -0.0282  0.0052  -0.0378
O  0.0021  0.0053  -0.0337
O  0.0085  -0.0114  0.0014
O  0.0454  -0.0857  0.0058
O  -0.0152  0.0049  0.0163
O  -0.1062  -0.0207  -0.1454
O  0.001  0.0011  -0.0081
O  -0.0015  -0.0004  -0.0117
O  -0.0006  -0.0013  0.0027
O  -0.002  0.0017  -0.0063
O  -0.0145  -0.0052  -0.0008
O  0.0006  0.0024  -0.0035
O  -0.0033  -0.0007  -0.007
O  -0.004  0.0028  -0.0025
Si  -0.4684  0.2499  -0.191
Si  -0.0035  0.0066  0.0044
Si  0.0018  -0.001  0.0097
Si  0.0031  0.0036  0.0094
Si  0.0054  -0.0027  0.011
Si  0.0621  -0.0063  -0.0283
Si  0.003  0.011  -0.0227
Si  0.0077  0.0078  0.0015
Si  -0.1217  -0.0618  0.0131
Si  0.0038  -0.0089  -0.0105
Si  -0.0182  0.0183  0.0315
Si  -0.0024  -0.0091  -0.0043
Si  -0.0202  -0.0081  -0.0327
Si  -0.0116  0.1947  -0.3575
Si  -0.0665  0.035  0.0321
Si  -0.0014  -0.0022  -0.0036
Si  0.0054  0.0119  -0.0138
Si  -0.0082  0.0008  -0.0056
Si  0.0076  0.0026  -0.0022
Si  -0.0022  0.0058  0.0146
Si  -0.001  -0.0009  -0.0093
Si  0.0374  0.0194  0.0237
Si  0.0039  0.004  0.0112
Si  -0.0088  0.0017  0.0068
Si  0.0117  0.0234  -0.0184
Si  0.0006  0.004  0.0186
Si  -0.0026  -0.0053  0.0092
Si  0.0056  -0.0091  -0.013
Si  0.0038  -0.0039  -0.0182
Si  0.0065  0.0018  0.0168
Si  0.0039  0.0046  0.0117
Si  0.0472  0.1947  0.0345
Si  0.0234  0.0137  0.0041
Si  0.0045  -0.0037  -0.0028
Si  0.0014  0.0049  -0.0097
Si  0.0042  -0.0312  0.0219
O  0.0029  0.0032  -0.0038
O  0.0005  0.0025  0.003
O  0.0026  -0.0243  -0.0141
O  0.0036  0.0052  -0.0128
O  0.0043  0.0046  0.0039
O  -0.0035  -0.0001  -0.0031
O  -0.0041  0.0029  -0.004
O  -1.1462  -0.1137  0.136
O  0  0.0004  -0.0115
O  0.0352  -0.0475  -0.008
O  -0.0176  -0.0248  0.0091
O  0.0048  0.0024  -0.0002
O  -0.0068  0.0122  0.0221
O  -0.0002  -0.0061  -0.0102
O  0.0008  -0.0012  -0.0021
O  0.0005  0.0006  0.0174
O  -0.0018  0.0047  0.0113
O  0.0034  0.0013  -0.0131
O  0.0004  -0.0013  -0.0102
O  0.1701  0.024  -0.1469
O  -0.0016  0.0005  -0.0086
O  0.0041  0.0036  -0.0122
O  0.0043  -0.0067  0.0056
O  -0.0153  -0.0064  0.0037
O  -0.0002  -0.0031  0.0115
O  -0.0117  0.0232  -0.0319
O  0.046  -0.0156  -0.0267
O  0.0047  -0.0117  0.0188
O  0.0021  -0.0021  -0.0039
O  -0.0074  0.0069  0.0053
O  0.0029  0.0003  -0.0045
O  0.016  0.0083  0.0018
O  0.0008  -0.0025  0.0064
O  -0.0814  -0.1575  -0.0347
O  0.006  -0.0071  0.0055
O  0.0049  0.0052  -0.0064
O  -0.0081  -0.0098  0.0027
O  0.0014  -0.0005  -0.0097
O  0.0023  -0.0024  -0.0008
O  0.0006  0  -0.0055
O  0.0023  0.0055  0.002
O  -0.0002  0.0033  -0.0032
O  0.0014  -0.0012  -0.0101
O  0.0015  -0.0016  -0.0106
O  -0.0015  0.0009  -0.0067
O  0.0016  -0.0018  0.0015
O  0.0019  -0.0042  -0.0093
O  0.0032  0.0031  0.0046
O  0.001  0.0025  0.0006
O  -0.0673  0.0366  0.0784
O  -0.0012  0.0062  -0.0146
O  0.0011  -0.0031  0.0038
O  0.0003  0.0044  -0.0015
O  -0.0035  0.0005  0.0068
O  -0.0029  0.0028  -0.0002
O  0.0007  0.0015  0.002
O  -0.0062  -0.0025  -0.0059
O  0  0.0031  -0.0056
O  0.0002  -0.0001  -0.0027
O  -0.0004  0.001  0.0037
O  -0.0299  -0.0485  -0.001
O  -0.0061  -0.0004  -0.0167
O  0.0281  0.0163  0.0404
O  -0.0076  -0.016  0.015

The program warned: the cutoff lies below the one the program advises for these potential files; the forces do not sum to zero within the program's tolerance; the exchange-correlation potential is rough where the density is thin.
